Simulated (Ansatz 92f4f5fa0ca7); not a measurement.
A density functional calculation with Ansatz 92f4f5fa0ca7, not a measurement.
Periodic cell of 221 atoms, Si132O87H1N1, from a study of silicon, its oxide and their interface. The atomic structure is a simulated model.
Doubt: the cutoff is far below the 930 eV that the study's wrapper takes by default for these files, so forces and energies are approximate.
This geometry differs little from another in the collection (a relaxation step or a small displacement).

Settings
functional: PBE
potential files: Ansatz PAW
basis: plane waves
wave-function cutoff: 580 eV
density cutoff ratio: 5
exchange-correlation grid ratio: 1
k mesh: 1 x 1 x 1, Gamma-centred
self-consistency stop: 5e-08 eV per atom in the density residual
occupations: fixed
spin: none
net charge: 0

Cell vectors (angstrom)
a 10.938 0 0
b 0 10.938 0
c 0 0 32.2083

Atoms: element, x, y, z (angstrom)
Si 0.1859 -0.1289 24.5463
Si 5.5891 -0.3125 24.8097
Si 2.5163 3.0456 24.5347
Si 8.078 2.9702 25.1042
Si 0.0411 5.1245 24.7209
Si 5.8227 5.1455 24.7028
Si 2.4405 8.5165 24.6499
Si 7.9897 8.5964 24.8448
Si 1.3987 1.4103 25.9
Si 6.7485 1.3308 26.0874
Si 4.0693 4.1599 25.9683
Si 9.6126 4.1312 26.3569
Si 1.2667 6.8485 25.8892
Si 6.8572 6.8564 26.0041
Si 4.0282 9.5054 26.1284
Si 9.5864 9.735 26.0813
Si 2.7149 0.0473 27.3985
Si 8.1786 0.0594 27.463
Si 0.0665 2.6596 27.4638
Si 5.397 2.7568 27.4029
Si 2.6957 5.5371 27.3516
Si 8.1789 5.5527 27.4899
Si -0.0312 8.2175 27.3758
Si 5.4558 8.1578 27.4276
Si 4.1018 1.3673 28.7901
Si 9.5708 1.3673 28.7901
Si 1.3673 4.1018 28.7901
Si 6.8362 4.1018 28.7901
Si 4.1018 6.8362 28.7901
Si 9.5708 6.8362 28.7901
Si 1.3673 9.5708 28.7901
Si 6.8362 9.5708 28.7901
Si 0 0 30.1573
Si 5.469 0 30.1573
Si 2.7345 2.7345 30.1573
Si 8.2035 2.7345 30.1573
Si 0 5.469 30.1573
Si 5.469 5.469 30.1573
Si 2.7345 8.2035 30.1573
Si 8.2035 8.2035 30.1573
Si 1.3673 1.3673 31.5246
Si 6.8362 1.3673 31.5246
Si 4.1018 4.1018 31.5246
Si 9.5708 4.1018 31.5246
Si 1.3673 6.8362 31.5246
Si 6.8362 6.8362 31.5246
Si 4.1018 9.5708 31.5246
Si 9.5708 9.5708 31.5246
Si 2.7345 0 0.6835
Si 8.2035 0 0.6835
Si 0 2.7345 0.6835
Si 5.469 2.7345 0.6835
Si 2.7345 5.469 0.6835
Si 8.2035 5.469 0.6835
Si 0 8.2035 0.6835
Si 5.469 8.2035 0.6835
Si 4.1018 1.3673 2.0507
Si 9.5708 1.3673 2.0507
Si 1.3673 4.1018 2.0507
Si 6.8362 4.1018 2.0507
Si 4.1018 6.8362 2.0507
Si 9.5708 6.8362 2.0507
Si 1.3673 9.5708 2.0507
Si 6.8362 9.5708 2.0507
Si 0 0 3.418
Si 5.469 0 3.418
Si 2.7345 2.7345 3.418
Si 8.2035 2.7345 3.418
Si 0 5.469 3.418
Si 5.469 5.469 3.418
Si 2.7345 8.2035 3.418
Si 8.2035 8.2035 3.418
Si 1.3596 1.3911 4.676
Si 6.8651 1.3419 4.8167
Si 4.1133 4.0898 4.8693
Si 9.5735 4.0975 4.7883
Si 1.406 6.8272 4.8429
Si 6.874 6.7646 4.762
Si 4.142 9.5017 4.7505
Si 9.563 9.5695 4.8019
Si 2.6647 -0.0694 5.9171
Si 8.1973 -0.0131 6.2353
Si 0.0318 2.72 6.0815
Si 5.454 2.5779 6.2334
Si 2.7893 5.5504 6.3317
Si 8.1749 5.37 6.2033
Si -0.0368 8.1504 6.164
Si 5.4714 8.0786 6.1114
Si 3.7071 1.3647 7.4166
Si 9.8972 1.1427 7.433
Si 1.6391 3.8072 7.4277
Si 6.6331 4.126 7.5537
Si 4.5152 6.5803 7.7228
Si 9.276 7.0386 7.4594
Si 1.152 9.8104 7.3135
Si 6.9867 9.2505 7.41
O 1.2557 4.1002 24.1326
O 6.7796 9.5919 24.2762
O 2.9369 2.8037 7.3982
O 8.165 8.1915 7.8719
O 5.5642 5.3107 7.9955
O 0.0694 -0.004 7.8947
O 5.3537 5.5293 23.1702
O 10.523 0.4996 23.1006
O 2.1667 9.4134 8.5667
O 1.2888 3.8272 9.0378
O 9.4847 1.984 8.771
O 7.6603 9.962 12.1116
O 3.4389 0.8257 8.9817
N 4.3278 7.3484 9.309
O 7.2603 3.3689 8.8858
O 9.8461 6.5122 8.9164
O 3.3422 2.4554 23.1899
O 4.6645 0.179 23.5385
O 9.1996 2.4877 24.0167
O 9.8302 5.5787 23.582
O 19.89 8.1261 23.5896
O 3.2784 7.9792 23.3342
O 6.9866 4.0048 24.4261
O 1.314 9.6458 24.1493
Si 3.8209 6.4333 10.7256
Si 9.1111 4.2822 14.6416
Si 7.4184 8.3547 11.9472
Si 4.2137 1.2751 22.4188
Si 17.123 3.836 14.297
Si 2.7489 -0.4451 20.1731
Si 7.1738 4.1674 19.5029
Si 14.0164 6.659 16.4713
Si 1.9392 4.155 10.5059
Si 5.6975 16.2189 16.7876
Si 3.7837 9.7677 17.2971
Si 10.2363 4.4462 11.698
Si 10.9142 6.5334 16.0797
Si 7.9977 1.6231 14.5439
Si 2.7991 10.4218 9.7031
Si 9.1265 6.7837 22.6892
Si 11.1879 -1.128 11.2234
Si 3.5793 -3.2676 13.7278
Si 5.1901 8.7524 9.8695
Si 9.5727 1.7703 22.6244
Si 11.9338 -0.4187 16.6313
Si 8.41 2.6389 9.8064
Si -0.4263 8.2467 18.4306
Si 11.752 -2.0172 14.176
Si 4.7107 3.8455 11.641
Si 6.022 6.0854 21.7824
Si 6.4631 7.7355 14.7408
Si 11.538 6.5232 20.7232
Si 11.0987 1.0856 18.8821
Si 14.2232 7.696 21.7187
Si 6.9658 1.3729 20.8264
Si 9.9577 7.2019 10.3989
Si -0.646 3.6905 20.2295
Si 8.449 -0.6093 19.1606
Si 6.85 10.2245 16.4032
Si 8.5733 0.3421 11.8141
O 13.3671 8.8039 13.9625
O 7.7202 -0.7623 17.7458
O 6.0125 8.2041 11.1545
O 1.6199 10.6169 10.822
O 4.967 -5.6525 10.9148
O 10.0002 7.211 17.2679
O 6.2542 4.9531 20.6215
O 6.6347 13.2528 13.9713
O 3.5635 7.1988 12.1654
O 2.3823 5.729 10.3844
O 7.5676 4.7624 14.2795
O 11.4296 -1.5862 17.6594
O 9.882 4.1919 13.2369
O 0.6122 7.4589 19.3983
O 6.9526 2.5368 19.6531
O 12.4326 6.2316 16.6975
O 17.2217 6.5402 15.8692
O 13.024 6.6034 21.4174
O 3.2921 0.6453 21.2473
O 0.7582 3.7646 11.5367
O 7.219 -0.1269 20.1614
O 8.1675 1.3931 21.9218
O -1.6682 8.8958 19.3055
O 2.7879 9.0481 20.9411
O 12.238 0.2117 19.7108
O 6.1228 9.5803 8.8003
O 8.5394 7.7249 10.9731
O 8.8301 1.0069 13.2849
O 7.444 11.5055 15.6228
O 5.7285 2.6659 11.2289
O 2.619 -0.3309 16.5277
O 3.2227 14.2814 11.1386
O -6.7764 5.6823 17.247
O 11.1117 7.5491 14.803
O 4.0731 9.7764 10.4735
O 3.4458 8.1711 17.0385
O 10.0173 5.2361 15.6195
O 10.2917 2.8511 21.6425
O 5.0102 15.1338 13.2227
O 4.8276 7.1726 21.308
O 11.0257 2.6885 19.1657
O 8.9474 2.7649 15.2694
O 3.7098 -0.7098 18.8704
O 5.5974 1.6973 21.6591
O 5.2453 10.2208 16.7278
O 7.8982 1.3899 10.7478
O 9.6038 0.5389 19.2664
O 17.605 4.8176 18.0574
O 7.5951 6.5333 22.11
O -5.913 -2.6588 14.1696
O 7.356 -3.4167 13.3654
O 11.3815 -0.7446 15.1383
O 10.2568 7.1009 21.5688
O 9.1122 3.7908 10.7177
O 8.8122 -6.6433 19.762
O 0.4275 11.9065 17.2653
O 16.5095 3.9832 15.803
O 11.1039 -1.7117 12.7365
O 11.2883 4.9568 20.3903
O 0.0346 8.4842 10.2774
O 10.4473 6.038 11.4141
O 9.9777 -0.06 11.0966
O 14.2274 6.4933 14.8391
O 7.226 8.9208 15.5268
H 5.3851 1.972 10.5836

Results
free energy: -133792.477 eV
free energy less fixed offsets of H -15.97, N -385.13, O -568.88, Si -635.61 eV per atom: 1.703 eV

Forces (eV/angstrom), in the order of the atoms: element, x, y, z
Si -0.009 -0.001 0.0376
Si -0.0353 0.0534 0.0448
Si 0.0224 -0.0067 0.0531
Si 0.0194 -0.0246 0.0299
Si -0.0003 0.04 0.046
Si -0.0283 0.0335 0.0387
Si 0.008 -0.0315 0.0571
Si 0.0236 -0.0513 0.0419
Si 0.0037 0.0121 0.0094
Si 0.0003 -0.0133 -0.0013
Si -0.013 0.0028 -0.0019
Si 0.013 0.0047 -0.009
Si 0.01 -0.0094 -0.0061
Si 0.0013 0.0078 -0.0078
Si -0.0142 0.0034 -0.0174
Si 0.0092 -0.0067 0.0001
Si 0.0036 0.0064 0.0091
Si 0.0084 0.0114 0.0159
Si -0.0046 -0.0218 -0.0004
Si -0.0086 -0.0039 0.0166
Si 0.0079 -0.0001 -0.011
Si 0.0005 0.0086 0.0134
Si -0.0153 0.0022 -0.0024
Si 0.005 -0.0104 0.0118
Si -0.2285 0.1308 0.0692
Si 0.1036 0.028 0.4523
Si 0.3576 0.0688 -0.1771
Si -0.2685 0.0357 -0.1291
Si -0.2067 -0.1942 0.0457
Si 0.0945 0.5851 0.3562
Si -0.0931 0.0621 -0.3565
Si -0.0268 -0.1758 -0.0777
Si -0.131 -0.1151 0.0265
Si -0.0085 -0.0161 -0.0554
Si 0.1237 0.0786 0.0273
Si 0.1213 0.0366 -0.0307
Si -0.0149 -0.0061 -0.061
Si -0.0949 -0.1351 0.0191
Si 0.0524 0.0232 -0.0515
Si 0.1228 0.0373 0.0501
Si -0.0218 0.0457 -0.0478
Si -0.0186 -0.0213 -0.03
Si -0.0149 -0.0421 0.0177
Si -0.054 0.0348 -0.0055
Si 0.0145 0.0112 -0.0289
Si -0.0015 0.0401 -0.0384
Si -0.0188 0.0033 -0.0073
Si -0.03 0.0306 0.0178
Si -0.0059 0.0073 0.0289
Si 0.0456 0.0137 0.0108
Si -0.0071 -0.0318 0.0256
Si 0.0546 -0.0193 0.0059
Si 0.0094 -0.0056 0.0021
Si 0.0204 -0.0416 0.0367
Si -0.0188 -0.0291 -0.0009
Si 0.0177 -0.0201 0.0297
Si 0.0114 0.0821 0.0396
Si -0.0711 -0.0407 -0.0122
Si 0.064 0.0245 -0.0108
Si -0.0903 -0.0513 0.0182
Si -0.1021 -0.0465 0.0122
Si 0.036 0.1055 0.0356
Si -0.0432 -0.0342 0.0236
Si -0.0315 0.0141 -0.0065
Si -0.3184 -0.1305 -0.3073
Si 0.2839 -0.1024 0.1015
Si 0.3613 0.5642 -0.2077
Si 0.0139 -0.0426 0.095
Si 0.2326 0.0546 0.2904
Si -0.1127 -0.4169 0.0509
Si -0.0757 -0.2339 -0.0997
Si 0.0611 -0.0328 0.0266
Si -0.0063 0.0188 -0.0164
Si -0.0129 -0.0272 -0.0034
Si -0.0307 0.002 0.0104
Si 0.0069 -0.0051 -0.0022
Si -0.0083 -0.0072 -0.0116
Si 0.0042 0.0063 -0.0152
Si 0.0076 0.0006 -0.0071
Si -0.0197 -0.0001 -0.0079
Si -0.0115 -0.0281 0.0362
Si 0.0152 0.0236 -0.0018
Si -0.0194 -0.0197 0.0048
Si 0.0221 -0.0177 0.0249
Si -0.0033 0.0007 -0.0095
Si -0.0171 -0.0314 0.022
Si 0.0117 0.0024 0.0179
Si -0.0215 0.0043 0.0255
Si -0.008 0.1416 -0.0435
Si -0.0315 0.022 -0.0359
Si 0.0952 -0.05 0.0669
Si 0.048 0.0276 -0.078
Si 0.0118 -0.0154 -0.0865
Si 0.0327 -0.0068 -0.0292
Si 0.0038 -0.0442 -0.0597
Si 0.0085 0.0039 -0.0238
O -0.0105 -0.0032 -0.0559
O 0.0181 -0.0149 -0.0721
O -0.0928 0.0125 0.0298
O -0.0091 0.0111 0.0294
O -0.0245 0.0068 0.0245
O 0.0041 0.0081 0.0344
O 0.006 0.0122 -0.0548
O -0.0124 0.0104 -0.0265
O 0.0338 0.0102 0.0142
O 0.0714 0.0138 0.0229
O -0.0213 0.0216 0.0235
O -0.0011 -0.0027 -0.0049
O 0.0107 -0.0112 -0.0015
N -0.0261 0.0541 0.054
O -0.0039 -0.0654 0.1302
O 0.0061 0.0127 0.0424
O 0.0152 -0.0094 -0.0357
O -0.0046 -0.009 -0.0172
O -0.0126 0.0081 0.006
O -0.0178 -0.006 -0.0131
O 0.0034 0.0071 -0.0216
O 0.0164 -0.0134 -0.0544
O 0.0015 0.0091 -0.0465
O -0.014 0.0091 -0.0483
Si 0.0258 -0.0125 0.0171
Si -0.0195 0.0035 0.0071
Si -0.01 -0.012 0.0181
Si -0.0082 -0.0015 -0.0116
Si -0.0079 0.0044 -0.0117
Si 0.0136 0.006 0.0111
Si -0.0145 0.0079 -0.0092
Si 0.0015 -0.0127 0.006
Si 0.0077 -0.0894 -0.0311
Si -0.0148 0.003 -0.0198
Si 0.0073 -0.0107 -0.0041
Si -0.0017 -0.006 0.0033
Si 0.0026 -0.0192 0.0055
Si -0.0202 0.0133 0.0046
Si -0.0026 -0.0362 -0.0062
Si -0.016 -0.0034 0.0072
Si 0.0128 0.0089 -0.0111
Si 0.0046 -0.0205 0.0136
Si -0.0107 0.0054 -0.0072
Si 0.0004 -0.0137 -0.0206
Si 0.0064 0.0012 -0.0035
Si 0.0182 -0.0415 -0.045
Si 0.0051 -0.0089 -0.01
Si -0.001 -0.0009 0.0115
Si -0.0339 -0.0127 -0.0141
Si -0.0039 0.0009 0.0246
Si 0.0009 -0.0068 0.0142
Si -0.0106 0.0171 0.0194
Si 0.0099 -0.0088 -0.0078
Si 0.0148 0.0052 0.0397
Si -0.0054 0.0085 0.0297
Si -0.0014 -0.0198 -0.0427
Si 0.0046 -0.0044 0.0257
Si -0.0029 -0.0085 -0.0294
Si 0.0033 0.0025 -0.0063
Si -0.0149 0.0282 -0.0094
O -0.0019 0.0044 -0.0111
O 0.0046 0.0003 0.0097
O 0.018 -0.0081 0.0213
O -0.0225 0.0004 0.0303
O -0.0013 -0.0151 -0.0156
O 0.0011 0.008 0.0045
O 0.0084 -0.0093 -0.0193
O 0.0132 -0.005 0.004
O -0.0063 0.013 0.0087
O -0.0262 -0.0104 -0.0062
O 0.0215 -0.0057 0.003
O 0.0018 0.0074 -0.0039
O 0.0079 0.0014 0.0014
O 0.0005 -0.0002 -0.003
O 0.0023 0.0061 -0.0109
O -0.0128 0.0055 -0.0032
O -0.0013 -0.0009 -0.0017
O -0.0038 0.0017 -0.0114
O -0.0038 -0.0077 -0.0222
O 0.0245 0.0161 -0.0462
O -0.0014 -0.0021 -0.006
O 0.0022 0.0085 -0.0045
O 0.0024 -0.0008 0.0033
O -0.0082 -0.0009 -0.0151
O -0.0176 0.0094 -0.0073
O -0.0165 -0.0006 0.0171
O -0.0034 0.0038 0.0003
O 0.0011 -0.0063 -0.0053
O -0.0008 -0.0035 -0.0074
O -0.5074 -1.2401 -1.1373
O -0.006 -0.0067 0.0008
O -0.0938 0.0696 0.0029
O 0.0003 0.0005 0.0043
O 0.0003 0.0024 -0.0085
O 0.0003 -0.016 0.004
O 0.0013 0.0103 -0.0073
O 0.002 -0.0026 -0.0078
O -0.0044 0.0034 -0.026
O -0.012 0.0043 0.0134
O 0.008 -0.0101 -0.0115
O -0.0002 0.0081 -0.0036
O 0.0006 -0.0042 -0.0045
O -0.0018 0.0003 -0.0048
O 0.0166 -0.0054 -0.0203
O 0.0052 -0.0034 -0.0029
O 0.0187 -0.0052 0.0116
O -0.0034 0.0046 -0.0017
O 0.01 -0.0122 0.015
O -0.0269 0.0017 -0.0102
O 0.001 0.0045 -0.0101
O 0.0036 0.0032 -0.0082
O -0.0038 0.0001 -0.0049
O 0.025 -0.0023 -0.0251
O 0.0091 0.0224 0.0119
O 0.0041 0.0013 -0.0053
O -0.008 0.002 0.0092
O 0.009 0.0024 0.0025
O 0.0011 -0.0038 0.0002
O -0.0076 -0.0092 -0.0145
O -0.0026 -0.0105 0.007
O -0.0023 -0.0028 -0.0039
O -0.002 -0.0107 0.0059
O 0 0.0079 0.0017
O -0.0034 0.0056 0.0005
H 0.5397 1.2053 1.1056

The program warned: the cutoff lies below the one the program advises for these potential files; the forces do not sum to zero within the program's tolerance; the exchange-correlation potential is rough where the density is thin.
